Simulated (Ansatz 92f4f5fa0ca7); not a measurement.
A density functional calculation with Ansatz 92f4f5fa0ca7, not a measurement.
Periodic cell of 186 atoms, Si104O82, from a study of silicon, its oxide and their interface. The atomic structure is a simulated model.

Settings
functional: r2SCAN
potential files: Ansatz norm-conserving
basis: plane waves
wave-function cutoff: 1300 eV
density cutoff ratio: 4
exchange-correlation grid ratio: 1
k mesh: 2 x 2 x 1, shifted by 0.5 0.5 0.5 of a step
self-consistency stop: 5e-08 eV per atom in the density residual
occupations: Fermi-Dirac, 0.05 eV
spin: none
net charge: 0

Cell vectors (angstrom)
a 11.5403 0 0
b 0 11.5403 0
c 1.3087 2.0071 25.0832

Atoms: element, x, y, z (angstrom)
Si 0.007 -1.2058 -0.3557
Si 0.4778 4.0459 -0.3023
Si 0.2697 7.2236 0.1138
Si 4.071 -0.2646 0.0579
Si 4.2529 2.843 -0.4371
Si 3.9936 8.1466 0.0106
Si 8.0019 0.2798 -0.2347
Si 8.0368 3.3604 0.0709
Si 7.8758 6.4931 -0.4428
Si 1.9708 -0.3273 1.041
Si 2.3477 3.5372 1.0099
Si 2.1821 7.4815 1.4026
Si 6.1128 -0.2922 1.1468
Si 6.0111 3.3662 1.1695
Si 6.0592 7.3432 0.9925
Si 9.8413 -0.4107 1.1192
Si 10.0776 3.4221 1.1145
Si 9.7126 7.2342 1.0647
Si 2.1086 1.6065 2.4171
Si 2.3396 5.4111 2.5072
Si 2.1076 9.4387 2.609
Si 6.0681 1.5198 2.5745
Si 5.9882 5.4104 2.3729
Si 6.1462 9.2892 2.4385
Si 10.0048 1.4868 2.4868
Si 9.8578 5.3456 2.4447
Si 9.7065 9.2389 2.4718
Si 0.2861 1.5306 3.9131
Si 0.2715 5.388 3.75
Si 0.1172 9.3102 3.8676
Si 4.0838 1.5335 3.8218
Si 4.2246 5.4302 3.8757
Si 4.1749 9.3719 3.8151
Si 8.031 1.5054 3.8755
Si 7.911 5.3552 3.791
Si 7.9192 9.3239 3.9651
Si 0.2011 11.1923 5.3487
Si 0.2043 3.4935 5.1379
Si 0.179 7.311 5.0759
Si 4.0921 11.2396 5.2955
Si 4.2349 3.472 5.1502
Si 4.2264 7.4 5.1215
Si 7.9564 11.2265 5.438
Si 7.9647 3.4354 5.1872
Si 7.934 7.3127 5.151
Si 2.1595 11.1974 6.6596
Si 2.2144 3.5146 6.3008
Si 2.1924 7.3296 6.2452
Si 5.9441 11.324 6.7672
Si 6.1097 3.4703 6.6497
Si 6.1042 7.4416 6.5982
Si 9.9021 11.1857 6.8696
Si 9.8544 3.3611 6.5775
Si 9.8283 7.2994 6.5095
Si 2.1655 1.7997 7.7946
Si 2.26 5.4329 7.5313
Si 2.1778 9.0515 7.7327
Si 6.0187 1.6824 8.2871
Si 6.1913 5.4942 7.9093
Si 5.9839 9.3639 8.0521
Si 9.8035 1.6219 8.3114
Si 9.8987 5.3363 7.7542
Si 9.8615 9.0822 8.0593
Si 0.3587 2.3182 9.2156
Si 0.3792 5.4051 8.8749
Si 0.3919 8.4937 9.1566
Si 3.9316 13.8985 9.2561
Si 4.1037 5.4608 8.9019
Si 3.9776 8.5866 9.1502
Si 7.8277 1.9646 10.0012
Si 8.1633 5.0805 9.3219
Si 7.9059 9.279 9.4372
Si 2.0011 5.4225 15.0686
Si 2.1194 1.1449 11.367
Si 5.511 3.6527 14.5026
Si -0.731 12.7535 22.4966
Si 10.2491 11.7166 13.9958
Si 7.7685 1.7384 13.3324
Si 2.7476 14.1733 13.9036
Si 9.008 9.7515 12.1235
Si 3.085 7.7091 13.3689
Si 8.1594 7.1428 11.4179
Si -1.4299 5.8332 19.3363
Si 9.7927 8.6773 19.4283
Si 2.8959 9.9122 20.7526
Si 11.5511 10.3036 20.9107
Si 6.2188 8.5462 16.109
Si 7.7989 10.6355 14.6212
Si 1.4967 11.983 15.6053
Si -0.1245 14.8818 20.4161
Si 2.1451 9.6967 11.2735
Si 4.2725 5.5656 19.7182
Si -0.5645 5.3393 16.6181
Si 5.1837 9.3432 22.2414
Si 5.8413 6.7103 13.5304
Si 3.7543 15.7136 17.0208
Si 0.8499 14.3218 17.4239
Si 3.2113 9.2603 16.1216
Si 1.1251 7.8117 21.0931
Si 2.7217 8.0836 18.6849
Si 5.9918 6.5382 21.8512
Si 8.6118 6.9529 17.3766
Si 7.9839 8.7587 21.8551
Si 1.9076 5.0835 21.8567
O 2.4117 14.8079 17.2893
O 5.0025 7.8219 21.6886
O 0.8632 3.0798 -1.6248
O 0.247 8.7103 -0.7346
O -0.8909 13.7382 21.2318
O 3.2045 5.2012 20.8931
O 4.0848 -1.8206 -0.6339
O 0.3867 5.7024 -0.6753
O 4.1612 1.1998 -0.8355
O 4.4119 3.6881 -1.8581
O 3.5725 7.2117 -1.265
O 7.8656 9.6872 13.2939
O 8.0094 1.8817 -0.7809
O 8.2142 -0.626 -1.6036
O 2.5151 8.5402 21.5684
O 6.7219 9.7808 22.0064
O 7.9831 4.8416 -0.7286
O 7.6775 7.0597 -1.9851
O 0.7699 1.3395 10.4825
O 0.4321 6.8822 9.7091
O 0.412 3.9443 9.7396
O 10.2031 10.7346 12.6567
O 7.6243 1.7356 11.6863
O 4.7827 9.1332 16.6549
O 3.5061 12.9521 10.5437
O 3.9881 6.9728 9.6728
O 3.5297 9.5598 10.4094
O 9.4118 13.1204 13.6468
O 0.5628 5.9293 15.6225
O 3.9724 3.9894 9.7575
O 8.4117 10.3034 10.6872
O 1.9455 3.8976 14.5231
O 7.8143 3.5943 9.8787
O 8.7218 5.8115 10.7065
O 7.3625 7.9241 10.2248
O 9.358 8.1579 11.9048
O 8.6111 5.9148 18.6627
O 0.4068 14.3316 18.9875
O 7.1411 6.7108 12.5868
O 2.0144 13.7957 12.5317
O 0.2386 11.7802 14.5458
O 3.1713 5.4897 16.22
O 0.7756 9.5115 10.4076
O 0.8386 12.7891 16.8677
O 10.8429 9.9375 19.4691
O 2.1493 -0.3704 11.9435
O 2.1414 8.488 12.3389
O 4.5216 7.2576 12.7394
O 6.0281 7.74 14.7445
O 7.0719 9.8993 15.8416
O 3.2785 9.5302 19.216
O 3.8325 6.9476 18.9802
O 9.386 8.3254 17.8868
O 5.6182 5.2206 14.1182
O 9.32 10.9739 15.1221
O 6.9563 2.9854 14.0674
O 4.9709 3.5496 16.0771
O 4.3743 4.4909 18.4955
O 8.5647 9.1221 20.3845
O 1.5521 10.8554 20.716
O 10.3242 7.257 20.0933
O 7.1088 7.4766 17.0073
O 1.3249 7.7497 19.457
O 4.2204 10.4564 21.5085
O 0.6937 12.9635 23.2977
O 1.1276 3.7771 21.3445
O -1.2202 4.5485 20.2768
O 7.4942 7.1852 21.8906
O -2.0239 6.0815 16.263
O 5.7039 5.654 20.5032
O -0.2948 5.7598 18.1661
O 2.3408 10.6595 16.085
O 0.9074 6.3522 21.6826
O -0.8402 11.2821 21.8367
O 2.332 6.3593 13.8135
O 2.3931 8.2557 17.1102
O 7.0711 0.4569 14.0927
O 11.5615 8.8564 21.665
O 3.2653 8.7099 14.6196
O 2.629 12.9093 14.9077
O 4.3222 14.4929 13.6313
O -0.272 3.7053 16.6188

Results
free energy: -50295.945 eV
free energy less fixed offsets of O -463.61, Si -117.95 eV per atom: -13.125 eV
pressure: -2.44 GPa
stress xx, yy, zz, yz, xz, xy (GPa, positive in tension): 1.93, 3.73, 1.66, 0.06, -0.04, -0.72

Forces (eV/angstrom), in the order of the atoms: element, x, y, z
Si -0.0495 0.1641 -0.5216
Si 0.1182 0.2589 -0.1509
Si 0.1191 -0.0764 -0.85
Si 0.111 0.0108 -0.6475
Si 0.0123 -0.0999 -0.313
Si -0.0368 0.0979 -0.653
Si -0.0352 0.0442 -0.6088
Si -0.0857 -0.1802 -0.6753
Si 0.0721 0.0123 -0.4963
Si -0.126 -0.2704 -0.3204
Si 0.1779 -0.0263 -0.0693
Si 0.2889 0.025 -0.0713
Si 0.2661 0.1833 -0.3443
Si -0.1637 -0.018 -0.2735
Si -0.1057 0.0642 -0.2002
Si -0.1315 -0.0728 -0.1502
Si 0.2405 0.204 -0.2381
Si -0.3569 -0.1924 -0.0374
Si -0.0531 0.0208 0.0551
Si -0.0054 -0.0692 0.0682
Si -0.1817 0.0508 0.3945
Si -0.0199 -0.1031 0.3504
Si -0.1322 -0.0837 0.0516
Si 0.0802 -0.0604 0.0003
Si 0.1304 0.0581 0.1058
Si 0.0612 -0.0041 0.2075
Si -0.0285 -0.1487 -0.0314
Si -0.0077 0.0666 -0.0919
Si -0.2211 -0.005 -0.211
Si 0.1088 0.1624 -0.01
Si 0.0847 0.0392 -0.1251
Si 0.1226 -0.0548 -0.1104
Si -0.0722 -0.0967 -0.0282
Si -0.0683 -0.0159 0.0344
Si 0.1332 0.024 -0.0007
Si -0.0139 -0.0862 0.1374
Si -0.1142 -0.053 -0.0608
Si 0.0919 -0.1478 0.0352
Si 0.1462 0.0734 0.0557
Si 0.039 0.0184 -0.1078
Si -0.1783 -0.0676 0.1011
Si -0.046 0.1023 0.0196
Si 0.0755 -0.0181 -0.0868
Si -0.0362 0.0386 0.0963
Si -0.0627 0.0599 -0.0923
Si 0.0571 -0.0869 0.216
Si 0.0282 -0.0523 -0.4778
Si -0.0078 0.127 -0.4018
Si 0.0675 0.1618 0.1438
Si 0.2107 -0.0086 0.0853
Si 0.0622 0.01 0.0227
Si -0.1243 0.0634 0.1946
Si -0.122 -0.092 -0.0351
Si -0.0341 0.0019 -0.1424
Si -0.0552 -0.0436 -0.0398
Si -0.1396 0.02 0.1855
Si -0.0545 -0.0028 -0.062
Si -0.2561 0.0026 0.2242
Si 0.2567 -0.1567 0.3303
Si -0.1413 -0.2342 0.1452
Si 0.103 0.0676 0.2551
Si -0.1075 0.0013 0.3297
Si 0.2035 0.0212 0.2679
Si 0.1964 0.3313 0.5106
Si -0.0271 0.0049 0.8139
Si 0.0164 -0.3032 0.5853
Si -0.0146 0.3011 0.4421
Si 0.0644 -0.0127 0.7856
Si -0.1207 -0.3026 0.5293
Si -0.1427 0.3716 0.0308
Si 0.0492 0.1545 -0.0246
Si 0.1449 -0.1141 0.2164
Si 0.0471 0.1351 -0.175
Si 0.0066 0.2807 0.0634
Si -0.0874 0.0105 -0.0911
Si -0.103 -0.0819 -0.1828
Si 0.1469 -0.0618 0.1522
Si 0.0167 -0.0188 0.3125
Si 0.0635 0.0274 0.0382
Si 0.0349 0.0122 0.2014
Si 0.0678 -0.1182 0.0798
Si 0.069 -0.1401 0.0732
Si 0.1076 -0.114 0.4751
Si 0.1069 0.2448 0.0033
Si 0.0574 0.3169 0.0683
Si 0.0316 0.0935 -0.1245
Si -0.0607 0.0828 0.0233
Si -0.0694 -0.0576 0.1599
Si 0.0222 0.0348 0.044
Si -0.1252 0.0359 0.03
Si 0.0368 -0.2831 0.037
Si 0.1232 0.1013 -0.1538
Si 0.1913 0.0738 -0.0295
Si -0.0101 0.2352 -0.2129
Si -0.3101 0.0319 0.0927
Si 0.0842 0.0491 0.0672
Si -0.0257 -0.1576 0.0912
Si -0.1396 -0.1244 0.062
Si 0.0363 0.0117 0.0036
Si -0.019 0.0136 -0.3403
Si 0.0806 0.0336 -0.0749
Si -0.198 0.1099 0.0526
Si -0.0778 0.175 -0.2079
Si -0.2113 0.0562 -0.3495
O -0.0265 0.1203 -0.0405
O 0.1683 0.0208 0.1395
O -0.1831 0.3787 0.2106
O -0.0585 0.209 0.4644
O 0.2223 -0.0326 0.1928
O -0.0948 0.0857 0.1418
O -0.005 -0.369 0.6174
O -0.0364 -0.1467 0.4637
O -0.1227 0.1476 0.6252
O -0.0628 -0.2316 0.1683
O 0.098 0.2473 -0.1079
O 0.2481 0.2272 -0.107
O 0.0301 -0.0305 0.748
O 0.2093 0.2462 0.2365
O -0.2644 0.058 -0.2504
O -0.0528 -0.3812 0.1196
O -0.0885 0.3023 0.4846
O 0.0461 -0.2344 0.3243
O 0.04 0.2468 -0.024
O -0.1697 0.3224 -0.706
O -0.084 -0.3447 -0.6753
O -0.2992 -0.0319 0.017
O 0.1811 -0.0504 -0.8186
O -0.0266 -0.1068 -0.1769
O -0.1215 0.2561 0.0426
O 0.1371 0.198 -0.516
O -0.0862 -0.229 0.0531
O -0.2148 -0.2525 -0.0691
O -0.0444 -0.2347 0.143
O 0.0458 -0.2084 -0.6368
O -0.2201 -0.414 -0.267
O 0.1465 -0.0351 0.0261
O 0.1955 -0.0844 0.0618
O -0.2874 0.0944 -0.2967
O 0.2004 0.2734 0.1247
O -0.2486 0.0504 -0.1424
O 0.3558 0.2762 -0.2428
O -0.017 0.166 0.0389
O 0.1095 0.1492 -0.1471
O 0.1162 -0.3487 -0.1439
O -0.0725 0.0674 0.0213
O -0.0943 -0.2737 -0.0388
O 0.0322 -0.2894 -0.0327
O 0.1135 0.169 -0.1415
O -0.0387 -0.2621 0.3402
O -0.031 0.0227 -0.0816
O 0.1257 0.2583 -0.2035
O 0.0206 -0.027 0.2469
O 0.0006 -0.0615 -0.0792
O -0.0193 -0.1252 -0.1926
O -0.2015 -0.2666 0.3063
O -0.0699 -0.1615 0.2104
O -0.041 -0.3474 0.1525
O 0.0013 0.0483 -0.0363
O -0.1911 0.1253 -0.4758
O 0.0197 -0.2104 -0.1948
O -0.2086 0.1295 -0.0949
O -0.1688 0.1368 -0.0566
O 0.079 -0.2449 0.244
O -0.0629 -0.3472 0.1514
O -0.1957 -0.036 -0.3253
O 0.1352 0.0593 -0.0894
O 0.2086 0.0203 0.3948
O -0.0475 -0.5428 0.14
O -0.0128 -0.2778 0.2152
O -0.0864 0.0998 -0.0234
O 0.2584 0.0295 -0.1928
O -0.1597 0.1789 0.0273
O 0.0576 0.0108 0.3088
O -0.1791 0.1778 0.1774
O -0.261 -0.0469 -0.1072
O 0.0263 -0.0432 -0.0981
O 0.2253 -0.1043 -0.0888
O 0.1606 0.1014 0.0836
O 0.1579 0.1411 0.1637
O 0.2281 0.1513 0.0794
O 0.3127 -0.0054 -0.1685
O 0.2836 0.1093 -0.1849
O -0.0144 -0.1186 -0.0857
O -0.1611 0.1231 -0.0911
O -0.1151 0.0695 0.1974
O 0.0956 0.1834 0.0863
